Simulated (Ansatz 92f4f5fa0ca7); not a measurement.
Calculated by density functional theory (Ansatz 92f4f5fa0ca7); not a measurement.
Periodic cell of 261 atoms, Si144O117, from a study of silicon, its oxide and their interface. The atomic structure is a simulated model.
This geometry differs little from another in the collection (a relaxation step or a small displacement).

Settings: functional r2SCAN; potential files Ansatz PAW; basis plane waves; wave-function cutoff 800 eV; density cutoff ratio 5; exchange-correlation grid ratio 1; k mesh 1 x 1 x 1, shifted by 0.5 0.5 0 of a step; self-consistency stop 1e-10 eV per atom in the density residual; occupations fixed; spin none; net charge 0.

Cell vectors (angstrom)
a, 10.88, 0, 0
b, 0, 10.88, 0
c, -3.522, 2.4287, 37.8038

Atoms: element, x, y, z (angstrom)
Si, 5.4004, -0.4913, -2.8598
Si, 2.7031, 2.9132, -2.2706
Si, 2.5214, -2.9562, 0.1639
Si, 6.2001, 7.8986, -4.5479
Si, -2.7232, 2.3698, -8.4183
Si, 5.6238, 2.4703, -6.887
Si, 6.8428, 6.3788, -1.901
Si, 2.7707, -2.0972, -1.9875
Si, 3.2513, 3.3271, 0.0119
Si, 4.9807, 5.095, 0.1797
Si, 2.5766, -2.1917, -8.4729
Si, 6.0788, 0.4463, 0.1003
Si, -3.1462, 2.2329, 0.2027
Si, 0.2992, 5.673, 0.1272
Si, 8.3296, 8.3711, 0.1091
Si, -0.4251, -0.2312, 0.1472
Si, 1.4542, 4.0889, 1.3843
Si, 4.0391, 6.7729, 1.5099
Si, 1.293, -1.3526, 1.3674
Si, 4.1749, 1.441, 1.1789
Si, 6.7347, 4.0261, 1.3554
Si, 9.5386, 6.802, 1.3744
Si, 6.8395, 9.575, 1.4714
Si, -1.4735, 1.3047, 1.5427
Si, 0.023, 2.7165, 2.6874
Si, 2.6727, 5.4468, 2.8723
Si, -0.0101, -2.7233, 2.7905
Si, 2.7421, 0.0569, 2.5732
Si, 5.427, 2.6858, 2.7741
Si, 8.1476, 5.4179, 2.6622
Si, 5.4376, 8.1877, 2.7413
Si, 8.1363, -0.0368, 2.9481
Si, 1.3902, 1.3546, 4.0178
Si, 4.0773, 4.0601, 4.1255
Si, 1.3214, -4.0627, 4.1867
Si, 4.0468, -1.3094, 4.0424
Si, 6.7595, 1.3633, 4.1972
Si, -1.3568, 4.0815, 4.0528
Si, 6.8101, 6.7905, 4.0458
Si, -1.3413, 9.4825, 4.1847
Si, 2.7046, 2.6933, 5.4314
Si, 5.4562, 5.4456, 5.4211
Si, 2.7222, -2.6769, 5.4627
Si, 5.3839, -0.0066, 5.4964
Si, -2.7088, 2.7419, 5.4685
Si, -0.0434, 5.4258, 5.4891
Si, -2.7365, 8.1178, 5.4601
Si, 0.0408, 0.016, 5.4247
Si, 1.3519, 4.0375, 6.791
Si, 4.1006, 6.8, 6.783
Si, 1.3526, -1.3217, 6.8184
Si, 4.0362, 1.376, 6.8356
Si, 6.7934, 4.1124, 6.8081
Si, -1.4039, 6.7886, 6.8459
Si, 6.7875, -1.3937, 6.7967
Si, -1.3286, 1.3528, 6.7899
Si, 0.0154, 2.6917, 8.1804
Si, 2.7349, 5.4024, 8.1091
Si, -0.0298, -2.6902, 8.1462
Si, 2.6794, 0.0357, 8.1943
Si, 5.4106, 2.7643, 8.1492
Si, 8.1171, 5.4485, 8.2097
Si, 5.4609, 8.1284, 8.1741
Si, 8.1759, -0.0264, 8.1179
Si, 1.3473, 1.3688, 9.6181
Si, 4.0671, 4.101, 9.573
Si, 1.3567, 6.7778, 9.3894
Si, 4.073, -1.3579, 9.4352
Si, 6.8069, 1.373, 9.3978
Si, -1.3647, 4.0682, 9.4746
Si, 6.7811, 6.7906, 9.6195
Si, -1.3794, -1.3555, 9.56
Si, 2.7141, 2.7578, 10.9773
Si, 5.395, 5.4498, 11.0025
Si, 2.7259, 8.1092, 10.7128
Si, 5.4292, 0.0397, 10.7172
Si, -2.7271, 2.6906, 10.7766
Si, -0.0033, 5.4697, 10.7642
Si, 8.1646, 8.1606, 10.9649
Si, -0.0274, -0.0149, 10.9615
Si, 1.3095, 4.1952, 12.2361
Si, 3.9857, 6.882, 12.2837
Si, 1.3812, -1.507, 12.1222
Si, 4.1294, 1.327, 12.2207
Si, -4.0598, 4.0037, 12.219
Si, -1.301, 6.7598, 12.2658
Si, 6.72, -1.2874, 12.1526
Si, -1.4195, 1.3893, 12.2671
Si, -0.5357, 3.2867, 13.3504
Si, 2.2123, 5.9534, 13.547
Si, 0.474, -3.1899, 13.5334
Si, 6.8433, 4.5639, 22.4173
Si, 5.9878, 2.1604, 13.4241
Si, -2.2501, 4.9282, 13.3956
Si, 4.919, 8.761, 13.4071
Si, -3.2506, 0.4436, 13.4213
Si, 0.0175, -1.3507, -7.5482
Si, -2.7285, 0.445, -10.5492
Si, 7.608, 5.4523, 16.3631
Si, 6.1862, 1.9099, 23.2891
Si, 7.7841, -0.4467, 24.2475
Si, 6.9723, 7.6411, -12.1081
Si, 4.1388, 4.7956, -8.1429
Si, 2.1423, -0.1385, 15.2815
Si, 1.4516, 2.3005, 18.6685
Si, -0.1817, 7.6121, 20.6707
Si, 5.3499, 7.6259, 16.2063
Si, 2.9174, 7.4477, 20.1346
Si, 1.7865, 7.3489, -11.1365
Si, -1.4509, -0.6723, 21.6044
Si, 3.8196, 5.7621, 22.5892
Si, 0.1389, -2.3173, 15.7149
Si, 0.9711, 0.3613, -2.3556
Si, -2.7082, 3.662, -2.4771
Si, -2.6374, -1.6598, -6.2612
Si, -1.052, 6.7206, -11.5286
Si, 7.5407, -0.0924, 19.1778
Si, -0.2414, 1.169, -9.2802
Si, -0.814, 6.5826, 17.9868
Si, 5.4163, 3.3469, 16.2367
Si, 7.485, 2.3557, 20.7197
Si, -1.0331, 5.7214, 22.9381
Si, 5.43, 2.5354, -3.803
Si, 6.3138, 4.7759, -12.5929
Si, 6.6842, -1.1663, -8.6296
Si, 0.0767, 4.6501, -2.8092
Si, 1.4156, 3.7795, 22.8946
Si, 3.1919, 5.4947, 15.6448
Si, 5.0629, -1.5418, 18.783
Si, -2.14, -0.1286, 16.2768
Si, 6.0278, 6.9219, -9.422
Si, 2.5074, 2.7885, -9.8032
Si, 3.1543, -0.5273, 13.2611
Si, 8.0311, 4.8706, -10.1108
Si, 1.8146, 5.166, 18.3703
Si, 3.8516, 1.0997, 17.6
Si, 3.5702, 6.9772, -6.1678
Si, 3.0991, 4.6205, -12.2304
Si, 4.1382, 0.4727, -8.5811
Si, -0.3005, 1.9046, 21.0569
Si, 6.9337, -0.3881, -13.3072
Si, -0.2898, -0.9166, -4.7524
Si, 0.0488, 1.9084, 15.9238
Si, 1.2485, 7.2514, -4.0998
O, -2.5087, 2.6091, -1.2654
O, 1.4934, -1.1087, -1.9939
O, 0.0534, 0.7557, -1.081
O, 3.9856, -1.2093, -2.5613
O, 6.0808, -0.1984, -1.4205
O, 5.4581, 5.8816, -1.2024
O, 7.8537, 5.1284, -1.8678
O, -0.237, 5.045, -1.27
O, -1.4725, -1.3775, -0.4438
O, 6.7827, 3.3926, 23.5497
O, 4.7437, 2.4405, 17.4036
O, 2.9661, -0.6193, -8.3664
O, 6.5478, 6.7915, -3.4233
O, 1.662, -2.667, -12.5102
O, 5.8813, 7.5273, -10.9095
O, 0.1152, 4.6359, 23.4288
O, 4.1231, 3.1708, -3.0486
O, 5.2807, 3.6928, -7.8789
O, 1.3898, 7.9039, 20.4127
O, 0.8511, 0.828, 15.0196
O, 2.134, 7.0138, -5.4254
O, -2.6047, 5.3053, 22.6911
O, -1.4263, -2.0665, -7.2853
O, -1.2446, 1.7656, -8.1365
O, 5.35, -2.1847, 15.0033
O, 6.6843, 1.456, 21.8198
O, 2.0741, 2.8234, 24.0416
O, -0.2688, 3.1588, 14.977
O, 7.5177, 7.6338, -1.1144
O, 4.5685, 1.99, 23.362
O, 2.222, 1.3712, -2.5094
O, 4.3259, 4.3342, 15.5569
O, -1.804, 2.5141, 21.0333
O, 0.2394, 1.7138, 19.5502
O, -1.1511, 0.8695, -10.6052
O, -2.4639, 3.8623, -8.9346
O, 6.3595, -1.1089, 19.665
O, 0.9327, 2.4248, 17.1531
O, 5.4233, -0.3098, -9.1553
O, 6.5951, -1.922, -12.9371
O, 1.4668, 3.8013, -2.8573
O, 0.4226, -0.5885, -6.1667
O, 7.3904, 7.9764, -5.6508
O, 2.1433, 5.0739, 16.7988
O, 6.7789, 6.2882, -12.9776
O, 0.2345, 7.1647, -10.6159
O, 2.8518, 4.0319, -8.7876
O, -2.464, 5.1237, 15.0165
O, -1.2978, 1.233, 16.4978
O, -1.1464, -1.3571, 15.945
O, -1.9001, -0.9158, -5.0085
O, 2.5302, 5.955, -11.503
O, 7.4244, 6.1319, -9.3132
O, 7.2154, 2.2311, -7.1112
O, 0.3374, 5.9597, -3.7259
O, 2.7168, 1.3073, 18.7312
O, 2.6827, 4.6208, 22.2955
O, 6.6185, 6.6662, 16.0052
O, 7.8583, -0.9506, -9.7408
O, -1.5349, 5.2817, -10.9702
O, 4.7765, 5.9424, -9.1004
O, 5.3266, 0.9313, -3.6107
O, 5.8882, 2.3708, 15.0533
O, 4.6531, 1.2086, -7.2206
O, 1.0194, 2.152, -9.5527
O, 3.8344, -2.1965, 19.6151
O, -2.3709, 7.6878, -11.5449
O, 6.2033, -2.6962, -8.435
O, -0.3696, 0.5043, 21.8656
O, 3.9426, 6.8423, 16.1494
O, 6.9196, 4.3221, -11.1506
O, 4.7085, -0.1521, 18.0716
O, -2.5606, -0.7018, 22.7695
O, 2.3664, 7.5486, -2.9562
O, 0.7897, 2.8491, 21.7505
O, -1.0269, 7.5541, 19.28
O, 2.6698, 3.3557, -11.3006
O, -0.0556, 7.3665, 16.7942
O, -0.452, 6.7206, -13.0448
O, 7.2327, -0.7348, -7.147
O, 3.4374, 6.2602, 24.0838
O, 7.2405, 1.5201, 19.348
O, 7.9037, -0.4013, 17.6348
O, 4.7841, 7.4681, -5.2047
O, -1.2734, 3.8215, -3.2667
O, 3.7644, 5.4664, -6.7164
O, 7.5465, 0.3826, -12.0214
O, -0.7157, -2.0831, 21.6056
O, 1.4081, 6.7889, -0.2965
O, -2.0947, -0.4022, 20.156
O, 4.7063, 4.6873, -12.4448
O, 6.8561, 3.1456, -3.2916
O, 3.1654, 0.6968, 16.2055
O, 7.7621, 0.0299, 15.0132
O, 0.2344, 5.476, 18.5265
O, -1.0933, 6.8403, 24.117
O, 2.6394, -2.7567, -9.9907
O, -0.4295, 6.2663, 21.5374
O, 5.3404, 2.8858, -5.3626
O, 7.4346, 1.5898, -9.6458
O, 5.5115, -2.5874, 17.6532
O, 2.0038, 3.7501, 19.119
O, 0.0862, 0.2459, -3.6973
O, 0.2242, -2.3814, -4.2639
O, 6.1752, -1.5246, -3.8231
O, 6.6811, 4.1915, 16.8305
O, 3.6102, 6.9284, 21.499
O, -0.5486, -1.5786, -13.4709
O, 3.5884, 1.601, -9.5902
O, 3.5725, 7.9384, -7.4579
O, 0.1586, -0.2951, -8.7505
O, -2.2056, 5.9012, 17.511
O, 1.0919, -2.4832, -7.9051
O, 1.5221, -1.4738, 16.0304
O, 6.895, 3.8659, 20.9256
O, 2.8105, 6.2489, 19.0501
O, 5.4123, 5.3592, 22.5276

Results
free energy: -158844.634 eV
free energy less fixed offsets of O -570.45, Si -639.56 eV per atom: -5.344 eV

Forces (eV/angstrom), in the order of the atoms: element, x, y, z
Si, -0.0198, 0.0097, 0.1639
Si, -0.0074, 0.0067, 0.1193
Si, 0.0003, -0.0011, 0.0214
Si, 0.0087, -0.0001, 0.194
Si, -0.0227, -0.0197, 0.1578
Si, -0.0218, 0.0193, 0.209
Si, -0.0035, -0.0045, 0.1462
Si, 0.003, -0.0034, 0.1224
Si, 0.0022, 0.0038, 0.0018
Si, -0.0107, -0.0141, 0.0339
Si, 0.0054, -0.0023, 0.1903
Si, 0, 0.0207, 0.0561
Si, -0.0173, -0.0129, 0.0487
Si, 0.0083, 0.0117, 0.0631
Si, 0.0123, 0.0121, 0.0571
Si, -0.0107, -0.0128, 0.0568
Si, -0.0073, 0.0019, -0.0033
Si, 0.0015, 0.0016, -0.0014
Si, -0.0006, 0.0059, -0.0042
Si, 0.0004, -0.0058, -0.006
Si, 0, 0.002, -0.0052
Si, -0.0009, 0.0014, -0.0031
Si, -0.0023, -0.0013, -0.0037
Si, 0.0001, -0.0006, 0.0003
Si, -0.0015, -0.0005, 0.002
Si, 0, 0.0004, -0.0009
Si, -0.0014, -0.0011, -0.0021
Si, -0.0016, 0, 0.0011
Si, -0.0007, 0.0017, -0.0002
Si, -0.001, 0.0006, 0.0025
Si, -0.0013, 0.0018, 0.0023
Si, -0.0013, 0.0015, 0.0009
Si, -0.0018, 0.001, 0.0006
Si, -0.002, 0.0013, 0.0012
Si, -0.0019, -0.0002, 0.0004
Si, -0.0006, -0.0004, -0.001
Si, -0.001, -0.001, 0.0009
Si, -0.0006, 0.0002, -0.001
Si, -0.001, 0.0017, -0.0006
Si, -0.0003, 0.0009, 0.0011
Si, -0.0015, 0.0002, -0.0006
Si, -0.0007, 0.0012, -0.0009
Si, -0.0009, 0.0008, 0.0004
Si, -0.0018, 0.0002, -0.0006
Si, 0.0001, 0.0004, -0.0003
Si, -0.0019, 0.0004, 0.0001
Si, -0.0003, -0.0003, -0.0004
Si, -0.0017, 0.0011, -0.0004
Si, -0.0013, -0.0003, -0.0011
Si, -0.0002, 0.0005, -0.0011
Si, -0.0017, 0.0014, -0.0016
Si, -0.001, 0.0013, -0.0007
Si, -0.0023, 0.0015, -0.0013
Si, -0.002, 0.0011, -0.0003
Si, -0.0012, 0.0003, -0.0011
Si, 0, 0.0001, -0.0008
Si, -0.0002, 0.0011, 0.0007
Si, 0.0005, 0.0003, -0.0011
Si, -0.0012, 0.0013, -0.0011
Si, -0.0024, -0.0008, -0.0007
Si, -0.0017, 0.0007, -0.0008
Si, -0.0016, 0.0007, -0.0012
Si, -0.0007, 0.0003, 0.0007
Si, 0, 0.0003, -0.001
Si, -0.0014, 0.0006, 0
Si, -0.0002, 0.0001, 0.0007
Si, -0.001, 0.0002, 0.0013
Si, 0, 0.0012, -0.0005
Si, -0.0018, 0.0006, 0.0013
Si, -0.0011, 0.0006, 0.0007
Si, -0.0006, 0.0006, -0.0007
Si, 0.0003, 0.0007, 0.0003
Si, -0.0015, 0.0007, 0.0025
Si, -0.0015, 0.0019, 0.0048
Si, 0.0001, 0.0021, 0.0021
Si, -0.0012, 0.001, 0.0016
Si, -0.0006, 0.0002, -0.0017
Si, -0.0042, -0.0014, -0.0006
Si, -0.0008, -0.0009, 0.0014
Si, -0.0005, 0.0002, -0.0007
Si, 0.001, 0.0088, -0.0023
Si, -0.0068, 0.0006, -0.0087
Si, 0.0014, -0.0049, -0.0045
Si, -0.0026, -0.0054, -0.002
Si, -0.0006, -0.0004, -0.0045
Si, 0.006, 0.0025, -0.0051
Si, -0.0014, 0.0009, -0.0032
Si, -0.0022, 0.0019, -0.0075
Si, 0.0083, -0.0088, 0.0535
Si, 0.0021, -0.0007, 0.0038
Si, -0.0019, 0.0028, 0.0015
Si, -0.0038, 0.009, 0.1505
Si, -0.0075, 0.0103, 0.058
Si, -0.0128, 0.0092, 0.0541
Si, 0.0104, -0.0041, 0.0492
Si, 0.0068, -0.0139, 0.0601
Si, -0.0242, -0.0011, 0.1874
Si, 0.0194, 0.0061, 0.2035
Si, -0.0029, 0.0215, 0.1456
Si, -0.0439, -0.0183, 0.1803
Si, -0.0053, -0.0303, 0.223
Si, -0.0152, -0.0128, 0.165
Si, 0.0123, 0.0012, 0.1789
Si, 0.0061, 0.0337, 0.1077
Si, -0.0367, -0.0016, 0.1864
Si, -0.0018, -0.0135, 0.2073
Si, 0.0195, -0.0006, 0.1536
Si, -0.0009, -0.0126, 0.1993
Si, 0.0374, 0.0243, 0.1972
Si, -0.0254, -0.0097, 0.2054
Si, -0.0071, -0.0262, 0.2044
Si, -0.0275, -0.0133, 0.1246
Si, 0.0222, 0.0149, 0.1448
Si, 0.0213, -0.0011, 0.1303
Si, 0.0073, -0.0306, 0.1876
Si, -0.0162, -0.0221, 0.1519
Si, 0.0264, 0.0424, 0.2025
Si, 0.0113, -0.0339, 0.1404
Si, 0.0077, 0.0037, 0.197
Si, -0.0094, 0.0032, 0.1344
Si, -0.0184, 0.0311, 0.1833
Si, -0.0106, 0.0172, 0.2027
Si, -0.0099, -0.0036, 0.1967
Si, -0.0093, 0.0441, 0.1949
Si, -0.0031, 0.0134, 0.1701
Si, -0.0008, -0.0252, 0.1304
Si, 0.0354, 0.0053, 0.1816
Si, -0.0016, -0.015, 0.1324
Si, -0.0115, 0.0134, 0.1628
Si, -0.0116, 0.0017, 0.1662
Si, -0.035, 0.0046, 0.1688
Si, 0.0102, -0.0264, 0.1764
Si, -0.0042, 0.0041, 0.0036
Si, 0.0039, -0.012, 0.1717
Si, 0.0055, 0.0187, 0.1793
Si, 0.0145, -0.0389, 0.153
Si, -0.0192, 0.0189, 0.2072
Si, -0.0006, -0.0059, 0.2156
Si, 0.0147, -0.0026, 0.1386
Si, -0.0037, 0.0169, 0.1804
Si, 0.0259, -0.0245, 0.2047
Si, 0.032, 0.0092, 0.1935
Si, 0.0136, -0.0036, 0.152
Si, -0.0057, -0.0245, 0.1745
O, 0.0089, 0.0318, -0.085
O, -0.012, 0.0096, -0.0568
O, 0.0211, 0.0069, -0.0781
O, 0.0284, 0.0172, -0.0626
O, -0.0157, -0.0219, -0.112
O, 0.0333, 0.0242, -0.0677
O, -0.0023, -0.009, -0.0536
O, -0.0054, -0.0159, -0.0952
O, -0.0015, 0.0025, -0.0288
O, 0.0116, 0.0205, -0.0772
O, 0.0135, 0.0245, -0.068
O, 0.0042, 0.0067, -0.0487
O, -0.016, 0.0379, -0.113
O, -0.0327, 0.0182, -0.1202
O, 0.0285, 0.013, -0.1186
O, 0.0033, -0.0108, -0.0686
O, 0.0536, -0.0094, -0.0866
O, -0.013, 0.0259, -0.0721
O, 0.0174, -0.0007, -0.0662
O, 0.0153, -0.0157, -0.0544
O, 0.0577, -0.0049, -0.11
O, -0.0125, -0.0098, -0.0582
O, 0.0199, -0.0005, -0.0814
O, 0.006, 0.0006, -0.0594
O, -0.0141, 0.0233, -0.0961
O, 0.0398, 0.002, -0.1278
O, -0.0487, 0.0419, -0.0957
O, -0.0177, 0.024, -0.0828
O, -0.0247, -0.028, -0.072
O, 0.0487, 0.0051, -0.081
O, -0.0093, -0.016, -0.0484
O, -0.0116, 0.0114, -0.0469
O, 0.0134, -0.015, -0.0567
O, 0.0467, 0.0084, -0.1177
O, -0.0251, -0.0101, -0.0826
O, 0.0019, 0.0416, -0.0821
O, -0.0293, -0.0118, -0.0754
O, -0.0352, -0.0112, -0.1248
O, 0.0092, -0.0064, -0.0545
O, -0.0024, 0.0441, -0.077
O, -0.0218, 0.0136, -0.0558
O, 0.0054, -0.0087, -0.1323
O, 0.0348, 0.0273, -0.0941
O, 0.0324, 0.0085, -0.1331
O, -0.0017, -0.0256, -0.0713
O, -0.0134, -0.0061, -0.075
O, -0.0303, -0.0308, -0.0839
O, 0.0257, -0.0158, -0.1062
O, 0.0119, 0.0018, -0.0576
O, 0.0212, -0.0134, -0.0523
O, -0.0235, -0.0107, -0.0817
O, 0.007, -0.026, -0.0735
O, 0.0188, -0.0181, -0.0694
O, 0.0458, 0.0003, -0.0884
O, 0.0184, 0.0484, -0.0655
O, 0.028, -0.0081, -0.0717
O, 0.0064, 0.0102, -0.0683
O, -0.0034, -0.0024, -0.0432
O, 0.0264, 0.021, -0.0959
O, 0.0249, 0.0246, -0.0687
O, 0.0349, 0.0283, -0.0788
O, 0.0022, 0.0292, -0.0697
O, 0.0129, -0.0234, -0.0946
O, -0.0216, -0.0304, -0.0863
O, 0.0136, 0.0175, -0.0485
O, 0.0384, 0.0342, -0.0788
O, 0.0008, 0.004, -0.0579
O, -0.0011, -0.0321, -0.0704
O, 0.0023, 0.015, -0.07
O, -0.0183, -0.0127, -0.0578
O, -0.036, -0.0021, -0.1159
O, -0.0249, 0.0421, -0.0659
O, 0.0612, -0.0029, -0.1572
O, -0.036, -0.0262, -0.1028
O, -0.0419, -0.0483, -0.109
O, -0.0204, -0.0274, -0.1354
O, 0.0148, 0.0499, -0.133
O, 0.0257, 0.0514, -0.1203
O, 0.0289, 0.0238, -0.1014
O, -0.0335, 0.0136, -0.1148
O, 0.0342, -0.0491, -0.1429
O, -0.0045, -0.0467, -0.0985
O, 0.0366, -0.0069, -0.1416
O, -0.0466, -0.0195, -0.0931
O, 0.0003, 0.0016, -0.0464
O, 0.0141, -0.042, -0.1041
O, -0.0399, -0.0215, -0.1548
O, 0.0122, -0.0117, -0.0752
O, 0.0014, 0.0046, -0.036
O, -0.0419, 0.0059, -0.1203
O, 0.0084, -0.0073, -0.0663
O, -0.0455, -0.0172, -0.0746
O, -0.0263, -0.04, -0.0912
O, -0.0215, 0.017, -0.0982
O, -0.0052, 0.004, -0.068
O, -0.0169, -0.042, -0.1448
O, -0.0276, -0.0467, -0.1352
O, 0.0269, 0.0492, -0.126
O, 0.0098, -0.0043, -0.1752
O, 0.0031, -0.0254, -0.0862
O, 0.0062, -0.039, -0.1103
O, 0.0038, 0.0068, -0.0711
O, -0.038, -0.0348, -0.1116
O, -0.0221, 0.0313, -0.0696
O, 0.0191, -0.0397, -0.0815
O, -0.004, 0.0005, -0.0499
O, -0.0257, 0.0545, -0.1394
O, -0.0073, 0.0334, -0.0811
O, -0.0223, 0.0322, -0.0699
O, -0.0164, 0.0377, -0.1173
O, -0.002, 0.0505, -0.0861
O, -0.0411, -0.0174, -0.081
O, 0.0257, -0.0074, -0.0732
O, 0.0061, 0.0009, -0.0597
O, 0.0116, -0.0281, -0.0929
O, -0.0206, -0.0457, -0.0995
O, 0.0068, -0.0005, -0.0558

The program warned: the cutoff lies below the one the program advises for these potential files; the forces do not sum to zero within the program's tolerance; empty levels may hold ghost states of the PAW files; the exchange-correlation potential is rough where the density is thin.
